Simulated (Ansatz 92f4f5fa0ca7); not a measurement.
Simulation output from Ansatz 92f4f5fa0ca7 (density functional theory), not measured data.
Periodic cell of 448 atoms, Si288O160, from a study of silicon, its oxide and their interface. The atomic structure is a simulated model.
Doubt: the cutoff is far below the 930 eV that the study's wrapper takes by default for these files, so forces and energies are approximate.
This geometry differs little from another in the collection (a relaxation step or a small displacement).

Settings: functional PBE; potential files Ansatz PAW; basis plane waves; wave-function cutoff 580 eV; density cutoff ratio 5; exchange-correlation grid ratio 1; k mesh 1 x 1 x 1, Gamma-centred; self-consistency stop 5e-08 eV per atom in the density residual; occupations fixed; spin none; net charge 0.

Cell vectors (angstrom)
a	15.4687	0	0
b	0	15.4687	0
c	-0.6569	0.7343	33.1351

Atoms and the computed forces on them: element, x, y, z (angstrom), force x, y, z (eV/angstrom)
Si	-0.687	0.287	24.265	-0.047	0.018	0.046
Si	-0.785	4.885	24.306	-0.018	-0.031	0.015
Si	-0.758	8.008	24.382	0.064	0.052	0.086
Si	-0.635	-2.88	24.194	0.006	-0.01	0.041
Si	2.803	1.168	23.85	0.01	0.003	0.011
Si	2.939	4.342	24.247	0.04	-0.004	0.051
Si	3.395	8.719	24.576	0.006	-0.017	0.043
Si	3.25	-3.588	24.135	-0.005	0.01	0.049
Si	7.235	1.15	24.435	0.013	-0.018	0.059
Si	6.984	4.307	24.32	-0.018	0.004	0.004
Si	7.155	9.009	24.178	-0.009	0	0.052
Si	7.157	-3.227	24.225	-0.005	-0.009	0.057
Si	-4.465	0.435	24.352	0.035	0.065	0.007
Si	-4.677	4.871	24.36	0.007	-0.025	-0.002
Si	-4.458	8.015	24.264	-0.032	0.047	0.072
Si	-4.488	-2.755	24.228	-0.06	0.019	0.081
Si	1.225	0.705	25.547	-0.006	-0.001	-0.006
Si	1.122	4.573	25.676	0.013	-0.031	-0.008
Si	1.277	8.4	25.588	-0.035	0.006	-0.028
Si	1.324	-3.167	25.493	-0.001	0.01	-0.02
Si	5.284	0.763	25.655	0	-0.004	-0.01
Si	4.986	4.607	25.532	-0.016	0.005	-0.009
Si	5.353	8.575	25.747	-0.012	-0.007	-0.016
Si	5.159	-3.05	25.492	0.008	0.034	-0.008
Si	9.132	0.787	25.72	-0.031	-0.009	-0.003
Si	8.882	4.702	25.679	-0.006	-0.006	0.02
Si	9.052	8.518	25.522	0.019	-0.003	-0.019
Si	9.063	-3.033	25.599	0.044	0.02	-0.031
Si	-2.558	0.639	25.659	0.018	0.018	-0.016
Si	-2.702	4.593	25.636	0.01	-0.027	0.008
Si	-2.626	8.308	25.733	0	0.006	-0.007
Si	-2.563	-3.159	25.548	0.012	-0.007	0.002
Si	1.195	2.614	26.976	-0.012	-0.001	0.015
Si	1.264	6.515	27.012	0.025	0.016	0.02
Si	1.271	10.384	26.923	-0.022	-0.017	0.026
Si	1.358	-1.238	26.908	0.012	-0.006	0.018
Si	5.064	2.711	26.979	-0.01	0.011	0.023
Si	5.15	6.54	26.944	0.005	-0.016	-0.003
Si	5.225	10.535	27.012	0.03	-0.007	0.046
Si	5.167	-1.185	26.964	-0.001	-0.015	-0.005
Si	9.027	2.746	27.027	0.037	0.005	0.006
Si	8.93	6.634	26.993	-0.013	-0.002	-0.002
Si	9.082	10.451	26.926	0.015	-0.005	0.025
Si	9.016	-1.165	27.033	0	0.002	-0.011
Si	-2.603	2.631	26.954	-0.005	-0.018	-0.001
Si	-2.642	6.442	27.111	-0.011	0.013	0.003
Si	-2.583	10.364	26.93	-0.001	-0.001	-0.009
Si	-2.548	-1.277	27.021	-0.023	0	0.011
Si	-0.697	2.657	28.358	0.009	0.01	-0.007
Si	-0.663	6.525	28.382	0	-0.003	0.014
Si	-0.651	10.402	28.321	0.017	-0.005	-0.006
Si	-0.589	-1.212	28.329	0.005	0.002	0
Si	3.148	2.665	28.348	0.012	-0.003	-0.007
Si	3.22	6.541	28.341	-0.008	-0.009	-0.002
Si	3.225	10.411	28.317	0.001	-0.001	-0.007
Si	3.239	-1.203	28.338	-0.003	0.008	0.003
Si	7.047	2.672	28.334	-0.019	-0.004	0.01
Si	7.035	6.534	28.365	-0.001	-0.002	0.008
Si	7.153	10.431	28.348	-0.028	-0.003	-0.023
Si	7.078	-1.205	28.363	-0.006	0.009	0.003
Si	10.956	2.675	28.363	-0.009	0.012	-0.008
Si	10.868	6.534	28.378	0.012	-0.002	0.015
Si	10.976	10.408	28.335	-0.011	-0.003	-0.005
Si	10.968	-1.206	28.365	0.017	-0.014	0
Si	-0.657	0.734	29.716	0.006	-0.169	-0.06
Si	-0.657	4.602	29.716	0.042	-0.133	0.152
Si	-0.657	8.469	29.716	-0.021	0.116	-0.031
Si	-0.657	-3.133	29.716	0.126	-0.058	-0.12
Si	3.21	0.734	29.716	-0.055	-0.04	-0.068
Si	3.21	4.602	29.716	-0.066	0.011	-0.081
Si	3.21	8.469	29.716	0.052	0.122	-0.173
Si	3.21	-3.133	29.716	-0.033	-0.042	-0.112
Si	7.077	0.734	29.716	-0.113	0.063	-0.063
Si	7.077	4.602	29.716	0.018	-0.086	0.03
Si	7.077	8.469	29.716	-0.106	0.163	-0.079
Si	7.077	-3.133	29.716	0.23	0.036	0.207
Si	10.945	0.734	29.716	0.046	0.001	0.036
Si	10.945	4.602	29.716	-0.096	-0.011	0.202
Si	10.945	8.469	29.716	-0.03	0.128	0.008
Si	-4.524	-3.133	29.716	0.033	-0.08	0.065
Si	1.928	-0.017	3.419	0.002	-0.003	-0.008
Si	1.93	3.9	3.42	0.004	0.004	-0.007
Si	1.928	7.728	3.43	0	0.002	-0.007
Si	1.93	-3.879	3.43	0.004	0.002	-0.006
Si	5.808	-0.009	3.4	-0.003	-0.007	-0.006
Si	5.804	3.886	3.411	0.003	0.002	-0.005
Si	5.805	7.742	3.411	-0.003	-0.007	-0.002
Si	5.799	-3.885	3.415	0.001	0	-0.002
Si	9.666	-0.047	3.398	-0.002	0.006	-0.003
Si	9.66	3.883	3.404	0.003	-0.001	-0.002
Si	9.664	7.73	3.409	0	0.007	-0.002
Si	9.661	-3.864	3.41	0	-0.002	-0.003
Si	-1.928	0.008	3.423	-0.003	-0.006	-0.005
Si	-1.927	3.879	3.42	-0.001	-0.003	-0.002
Si	-1.926	7.75	3.425	-0.002	-0.006	-0.003
Si	-1.927	-3.87	3.414	-0.003	0.001	-0.002
Si	1.917	1.948	4.728	-0.01	-0.001	0.01
Si	1.923	5.82	4.841	-0.003	-0.006	0.01
Si	1.926	9.652	4.802	0.001	-0.001	0.004
Si	1.921	-1.953	4.811	-0.006	0.002	0.007
Si	5.85	1.933	4.732	-0.032	0.003	0.015
Si	5.773	5.824	4.784	0.014	0.002	0.005
Si	5.822	9.655	4.797	-0.017	0.005	0.002
Si	5.787	-1.945	4.758	0.012	0.004	0.001
Si	9.655	1.907	4.685	0.008	0.003	0.007
Si	9.657	5.812	4.792	0.005	-0.003	-0.006
Si	9.647	9.67	4.753	0.002	-0.006	0.011
Si	9.654	-1.959	4.81	0.002	-0.002	0
Si	-1.93	1.948	4.787	0.017	0.005	0.002
Si	-1.894	5.816	4.789	-0.016	0.004	0.007
Si	-1.945	9.683	4.802	0.011	0	0.008
Si	-1.901	-1.939	4.774	-0.006	0.004	0.006
Si	0.019	1.97	6.147	-0.006	0.006	-0.031
Si	-0.003	5.814	6.245	0.004	0.005	-0.002
Si	-0.014	9.679	6.181	-0.007	0.006	-0.034
Si	-0.003	-1.927	6.208	0.002	0.002	-0.003
Si	3.886	1.945	6.004	0.027	-0.002	-0.048
Si	3.866	5.844	6.206	-0.003	0.005	-0.004
Si	3.884	9.623	6.145	0.007	-0.01	-0.031
Si	3.876	-1.954	6.144	0	-0.011	0.002
Si	7.79	1.889	6.101	0.021	-0.012	-0.004
Si	7.696	5.822	6.142	-0.027	0.004	-0.003
Si	7.762	9.678	6.175	0.022	0.009	-0.017
Si	7.681	-1.962	6.157	-0.017	-0.009	-0.021
Si	-3.931	1.928	6.056	-0.021	-0.003	-0.015
Si	-3.839	5.817	6.111	0.026	-0.005	-0.019
Si	-3.919	9.679	6.127	-0.018	0.007	-0.024
Si	-3.829	-1.976	6.117	0.015	-0.011	-0.018
Si	0.023	0.045	7.532	0.009	-0.019	0.012
Si	0.012	3.865	7.61	0.023	0.01	0.008
Si	-0.056	7.767	7.609	-0.004	-0.03	-0.001
Si	0.017	-3.863	7.59	0.008	0.012	0.011
Si	3.864	0.05	7.381	-0.009	-0.015	0.023
Si	3.906	3.826	7.412	-0.007	0.028	0.019
Si	3.861	7.758	7.646	-0.006	-0.022	-0.004
Si	3.943	-3.911	7.483	-0.007	0.028	0.01
Si	7.7	-0.033	7.512	-0.044	0.029	0.033
Si	7.783	3.838	7.424	0.015	0.013	0.01
Si	7.719	7.752	7.546	0	-0.018	0.003
Si	7.735	-3.866	7.577	-0.011	0.001	0.023
Si	-3.889	-0.01	7.393	0.002	0.009	0.022
Si	-3.901	3.855	7.413	-0.005	0.005	0.008
Si	-3.91	7.749	7.478	0.003	-0.004	0.011
Si	-3.88	-3.887	7.531	0.015	0.002	0.021
Si	2.016	0.389	8.782	-0.025	-0.038	-0.037
Si	2.047	3.527	8.804	-0.031	0.003	-0.032
Si	1.88	8.18	8.905	0.007	-0.002	-0.019
Si	2.045	-4.13	8.813	-0.021	0.01	-0.024
Si	5.712	0.323	8.782	0.055	-0.034	-0.071
Si	5.856	3.482	8.688	-0.008	0.04	-0.016
Si	5.841	8.075	8.947	-0.014	-0.028	-0.004
Si	5.809	-4.214	8.927	0.012	0.031	-0.039
Si	-5.787	-0.347	8.74	0.011	0.05	-0.028
Si	-5.789	4.271	8.777	-0.009	-0.023	-0.049
Si	-5.805	7.453	8.852	0.005	0.02	-0.012
Si	-5.797	-3.512	8.891	0.012	-0.05	-0.027
Si	-1.989	0.341	8.722	0.009	-0.042	-0.033
Si	-2.033	3.476	8.769	0.01	0.033	-0.006
Si	-2.062	8.033	8.891	0.015	-0.023	-0.014
Si	-1.959	-4.263	8.854	0.001	0.036	-0.043
Si	-4.407	2.179	22.698	0.002	-0.01	0.006
Si	1.277	0.734	31.084	0.011	-0.001	0.01
Si	1.277	4.602	31.084	0.005	0.001	0.02
Si	1.277	8.469	31.084	-0.004	0.037	-0.017
Si	1.277	-3.133	31.084	-0.007	-0.046	0.003
Si	5.144	0.734	31.084	0.003	0.017	0
Si	5.144	4.602	31.084	0.007	-0.034	-0.006
Si	5.144	8.469	31.084	0.006	0.092	0.001
Si	5.144	-3.133	31.084	-0.03	-0.065	-0.02
Si	9.011	0.734	31.084	0.011	0.003	0
Si	9.011	4.602	31.084	0.031	-0.112	0.026
Si	9.011	8.469	31.084	0.026	0.016	0
Si	-6.458	-3.133	31.084	-0.029	0.044	0.033
Si	-2.591	0.734	31.084	-0.004	-0.067	0.014
Si	-2.591	4.602	31.084	0	0.088	0.009
Si	-2.591	8.469	31.084	-0.003	0.01	0.004
Si	-2.591	-3.133	31.084	-0.035	0.034	-0.017
Si	1.277	2.668	32.451	0.034	0.008	0
Si	1.277	6.535	32.451	-0.018	-0.003	0.006
Si	1.277	-5.066	32.451	0.023	0.012	0.004
Si	1.277	-1.199	32.451	-0.029	-0.009	0.006
Si	5.144	2.668	32.451	0.002	-0.002	0.016
Si	5.144	6.535	32.451	0.004	0.014	-0.01
Si	5.144	-5.066	32.451	-0.018	-0.009	0.017
Si	5.144	-1.199	32.451	0.014	-0.012	-0.007
Si	9.011	2.668	32.451	-0.028	0.04	0.005
Si	9.011	6.535	32.451	-0.001	0.007	-0.005
Si	-6.458	-5.066	32.451	-0.035	0.018	0.005
Si	-6.458	-1.199	32.451	0.024	-0.042	0.01
Si	-2.591	2.668	32.451	0.008	-0.002	0
Si	-2.591	6.535	32.451	0.026	0.004	0.009
Si	-2.591	-5.066	32.451	0.018	-0.006	0.001
Si	-2.591	-1.199	32.451	-0.013	-0.023	0.011
Si	0	1.934	0.683	0.045	0.007	0.011
Si	0	5.801	0.683	-0.043	0.007	-0.009
Si	0	-5.801	0.683	0.035	-0.004	-0.012
Si	0	-1.934	0.683	-0.016	0.01	-0.007
Si	3.867	1.934	0.683	-0.046	-0.007	0.012
Si	3.867	5.801	0.683	0.02	0	-0.013
Si	3.867	-5.801	0.683	-0.044	0	-0.009
Si	3.867	-1.934	0.683	0.001	0.004	-0.009
Si	7.734	1.934	0.683	0.011	-0.023	0.021
Si	7.734	5.801	0.683	0	-0.014	-0.033
Si	7.734	-5.801	0.683	0.01	0.003	-0.007
Si	7.734	-1.934	0.683	-0.025	0.021	-0.032
Si	11.602	1.934	0.683	-0.023	-0.018	0.017
Si	11.602	5.801	0.683	0.021	-0.003	-0.016
Si	-3.867	-5.801	0.683	0.002	-0.005	-0.004
Si	-3.867	-1.934	0.683	0.043	0.026	-0.021
Si	0	0	2.05	-0.014	-0.057	-0.036
Si	0	3.867	2.05	0.011	0.101	-0.038
Si	0	7.734	2.05	0.02	0.03	0.013
Si	0	-3.867	2.05	0.051	-0.064	-0.02
Si	3.867	0	2.05	-0.038	-0.03	-0.014
Si	3.867	3.867	2.05	-0.023	0.065	0.01
Si	3.867	7.734	2.05	-0.046	0.026	0.067
Si	3.867	-3.867	2.05	-0.066	-0.059	0.042
Si	7.734	0	2.05	0.006	-0.153	-0.186
Si	7.734	3.867	2.05	-0.039	0.161	-0.138
Si	7.734	7.734	2.05	-0.009	-0.038	-0.099
Si	7.734	-3.867	2.05	-0.053	0	-0.068
Si	11.602	0	2.05	0.091	-0.11	-0.027
Si	11.602	3.867	2.05	0.035	0.089	0.011
Si	11.602	7.734	2.05	0.057	-0.01	0.047
Si	-3.867	-3.867	2.05	0.004	0.043	0.012
Si	2.665	-5.252	13.914	-0.002	0.01	0.018
Si	-1.818	5.688	10.923	0	0.001	0.002
Si	-2.256	-0.699	13.383	0.011	-0.02	0.008
Si	4.144	2.909	13.45	-0.005	0.002	0.013
Si	5.311	5.407	15.166	0.001	-0.003	0.007
Si	5.834	5.674	11.038	-0.014	0.017	0.011
Si	7.93	-0.869	13.014	-0.002	-0.012	0.015
Si	5.784	-1.866	11.127	-0.018	-0.006	0.014
Si	9.332	1.995	10.895	0.006	0.004	-0.002
Si	-3.036	-5.3	12.923	0.003	0.005	0
Si	-5.58	-5.762	11.16	-0.002	-0.003	0.01
Si	-2.382	4.554	13.81	0.006	0.011	-0.005
Si	-1.434	-1.936	10.777	0.014	-0.008	0.004
Si	-5.547	5.632	17.869	-0.009	0	-0.01
Si	1.738	-1.861	10.862	-0.014	-0.007	0.008
Si	-1.725	-3.842	17.173	-0.001	-0.003	-0.005
Si	-3.911	3.303	17.881	0.005	-0.009	-0.007
Si	-0.081	9.158	13.136	-0.012	-0.029	0.009
Si	-3.595	-2.994	14.809	0.008	0.004	0.007
Si	-1.631	5.333	16.718	0.003	0	-0.008
Si	3.578	1.411	16.004	0	-0.002	0.002
Si	2.888	4.771	11.62	0.005	0.031	-0.005
Si	5.145	8.699	17.851	0.002	0.011	-0.002
Si	8.236	9.586	13.936	0.007	0.006	0
Si	7.651	4.832	13.556	-0.008	0.005	0.003
Si	0.866	6.702	11.482	0.003	-0.003	0.005
Si	0.479	1.454	16.74	-0.003	0	0.005
Si	5.291	8.513	14.733	0.002	0.001	0.01
Si	-4.952	0.571	13.123	-0.002	0.008	0.013
Si	1.216	5.071	18.145	0.001	-0.001	-0.01
Si	8.638	-2.96	15.16	-0.009	-0.013	0.006
Si	-1.368	1.823	14.498	0.003	-0.004	0.014
Si	-5.056	5.461	14.696	0	0.001	0.006
Si	0.576	9.712	15.966	-0.002	-0.004	0.001
Si	-3.335	7.715	17.784	0.002	0.008	-0.002
Si	3.444	-2.341	13.274	0.005	0.018	-0.003
Si	2.23	-1.658	19.064	0.005	-0.001	-0.008
Si	4.01	-1.558	16.373	-0.006	-0.003	-0.003
Si	2.025	8.077	18.185	-0.001	0.004	-0.005
Si	2.12	9.087	20.927	0.011	-0.007	0
Si	5.939	-4.325	19.658	-0.001	0.004	-0.008
Si	5.234	2.66	20.012	-0.004	-0.003	-0.015
Si	-4.521	8.418	15.057	0.006	0.012	0
Si	6.799	-2.271	17.544	-0.003	0.005	-0.007
Si	6.976	1.996	12.655	0.005	-0.003	0.011
Si	0.431	2.689	19.628	-0.004	-0.019	0.007
Si	6.151	5.151	21.49	-0.012	0.019	0.004
Si	7.581	-0.948	22.05	0.003	-0.013	-0.011
Si	-4.734	10.308	22.074	0.007	0.01	-0.019
Si	2.793	0.857	20.819	-0.022	-0.004	-0.003
Si	-0.66	-0.974	18.012	0.001	0.001	-0.011
Si	-2.604	10.069	19.747	0	0.007	0.004
Si	-0.546	10.139	22.149	-0.002	0.017	-0.013
Si	-4.128	1.202	15.987	0.004	0.004	0.008
Si	-1.283	2.552	22.192	0.006	-0.017	-0.026
Si	3.454	6.617	22.264	0.007	-0.007	-0.016
Si	-3.364	0.438	18.682	-0.008	0.001	-0.008
Si	-5.68	0.348	20.604	0.002	0.015	0.006
Si	7.872	9.227	21.301	0.005	0	-0.005
Si	3.421	-3.669	21.05	-0.01	-0.004	-0.004
Si	7.475	6.978	19.288	0	0	-0.004
Si	4.072	4.009	17.472	0	-0.002	0
Si	7.094	0.225	19.37	0.004	-0.003	-0.012
O	4.227	0.565	24.377	-0.008	-0.009	-0.014
O	2.274	-0.505	10.143	0.008	-0.007	0.016
O	4.745	-1.874	12.394	-0.013	-0.004	0.001
O	2.331	4.477	10.116	0.019	0.017	0.034
O	4.546	4.253	14.294	0.007	0.009	-0.003
O	-1.425	-5.508	12.6	0.002	-0.003	-0.007
O	4.316	5.553	11.602	-0.006	-0.009	-0.011
O	1.95	-5.693	9.332	0.005	0.006	0.014
O	2.357	-3.199	10.153	0.006	0.011	0.014
O	5.713	1.921	9.22	-0.005	-0.031	0.026
O	5.499	-0.601	10.132	-0.005	-0.02	0.039
O	6.067	4.455	9.994	0.001	0.015	0.006
O	9.365	8.814	14.857	0.009	-0.001	-0.004
O	5.828	-5.801	9.442	0.011	0.01	0.018
O	5.743	-3.264	10.282	-0.002	0.026	0.025
O	7.275	-1.655	11.75	0.006	0.013	0.002
O	-5.766	3.39	10.166	-0.001	-0.015	0.02
O	-5.705	0.718	9.989	-0.003	0.015	0.007
O	-5.802	5.849	9.291	0	0.005	0.026
O	-5.765	8.376	10.224	0.004	0.019	0.014
O	-2.343	7.092	10.242	-0.007	-0.022	0.02
O	-5.33	1.94	12.318	0.007	-0.007	0.005
O	-5.757	-1.905	9.324	-0.01	-0.025	0.034
O	-2.023	1.9	9.283	-0.008	0.018	0.026
O	-2.103	-0.664	10.021	-0.007	-0.006	0.01
O	-3.456	0.15	12.683	0	0	-0.01
O	-3.328	2.087	18.822	-0.001	0.002	0.007
O	1.885	-4.956	15.344	-0.004	-0.003	0.002
O	-2.346	4.39	10.103	-0.004	0.006	0.006
O	-1.715	3.079	13.508	-0.001	-0.004	-0.005
O	-3.374	-3.768	13.384	-0.002	0.002	-0.004
O	9.167	5.384	13.658	0.009	0.002	-0.001
O	2.118	-1.802	12.455	0.013	-0.001	0.013
O	7.718	1.925	11.194	-0.008	0	0.001
O	-4.022	-5.693	11.677	0.008	0.007	-0.007
O	4.355	0.035	16.354	-0.003	0.003	0.001
O	5.387	2.33	12.559	-0.005	0.003	-0.007
O	-4.695	2.586	16.63	0	-0.009	-0.004
O	-0.627	1.249	22.925	0.005	0.013	-0.003
O	6.778	10.271	20.727	-0.007	0.005	0.008
O	-3.954	4.347	14.228	-0.006	0.003	-0.004
O	-0.025	7.718	12.385	-0.001	0.034	0.009
O	-4.531	-3.764	22.912	0.005	-0.03	-0.028
O	2.977	3.352	12.41	0.006	-0.021	0.004
O	-0.197	5.704	10.751	0	0.006	-0.007
O	-2.419	-4.288	18.575	0.005	0.008	-0.001
O	1.988	1.954	9.312	0.011	0.019	0.017
O	7.285	-2.377	22.793	0.001	0.031	-0.027
O	-5.196	-2.855	15.119	-0.009	0.003	-0.003
O	4.124	1.769	20.78	0.011	0.01	0.016
O	-0.098	5.08	17.191	-0.004	0.004	0.005
O	8.122	-4.376	14.54	0.007	0.01	-0.002
O	-2.887	2.376	22.148	-0.001	0.001	0.018
O	2.085	1.321	16.629	-0.006	0.002	0
O	-2.621	1.531	15.485	-0.007	0	-0.001
O	-5.076	0.75	14.747	0.002	0.002	0.013
O	-0.83	2.629	20.639	0.02	0.003	-0.013
O	-1.17	-2.341	17.342	0	-0.005	0.009
O	5.388	-2.388	16.696	0.003	0	0.003
O	3.22	-3.043	22.561	0.002	0	-0.043
O	6	7.128	10.303	0.004	-0.032	0.017
O	4.747	5.993	21.511	0.019	-0.013	0.014
O	4.917	5.204	16.741	0	0.002	-0.001
O	0.992	9.674	21.932	0.009	-0.007	0.009
O	8.662	0.694	19.474	-0.013	0	0.005
O	5.184	10.128	18.626	-0.003	-0.019	0.002
O	-1.622	5.236	15.087	0.002	0	0.013
O	-1.089	0.402	13.725	0.002	0.02	-0.002
O	-6.307	-0.82	21.584	0.002	0.001	0.005
O	-3.452	9.259	14.193	-0.016	-0.02	0.014
O	0.638	-1.282	18.962	-0.008	0.001	0.01
O	-4.864	3.685	23.208	-0.007	-0.004	0.003
O	3	-0.463	19.881	-0.003	-0.012	0.004
O	-4.265	9.007	22.956	0.005	0.022	-0.026
O	-1.295	10.102	20.714	-0.013	-0.002	-0.002
O	7.204	0.243	23.079	-0.005	-0.01	-0.011
O	-0.18	-0.033	16.771	0.002	0.003	0.002
O	-0.629	-3.841	22.833	-0.003	-0.017	-0.01
O	7.881	-1.787	14.334	0.006	-0.004	-0.002
O	5.502	8.976	16.284	-0.003	-0.004	0.007
O	1.585	9.075	19.393	-0.004	-0.009	-0.007
O	2.493	0.482	22.386	0.01	0.003	-0.013
O	9.494	-0.603	12.649	-0.008	-0.002	-0.005
O	-5.059	4.235	18.595	-0.003	0.003	0.011
O	4.913	-3.363	20.485	0.014	-0.006	0.006
O	6.914	-0.72	18.055	-0.001	-0.012	0.004
O	2.479	4.366	17.371	0.003	0	0.004
O	7.172	2.717	23.907	-0.002	0.015	-0.007
O	-4.565	6.425	23.734	0.001	-0.012	-0.021
O	-4.309	-0.167	19.875	0.019	-0.002	-0.006
O	6.862	-3.303	18.803	0.001	0.007	0.002
O	-0.667	-1.285	23.714	0.006	-0.002	-0.028
O	-0.818	3.913	22.973	-0.003	-0.003	0.001
O	-0.25	8.996	14.751	0.007	0.007	0.002
O	-3.898	10.399	20.679	0.014	-0.005	-0.001
O	1.801	7.433	10.369	-0.007	-0.015	0.027
O	-1.17	9.028	23.156	-0.02	0.016	-0.038
O	3.901	7.653	23.426	0.001	-0.012	-0.017
O	7.036	5.824	20.329	0.008	0.01	0.002
O	-4.067	8.607	16.618	0.001	-0.007	0.009
O	9.596	-4.416	10.272	0	-0.011	0.016
O	6.92	5.211	22.936	-0.007	0.008	-0.018
O	-2.261	5.507	12.483	-0.01	-0.016	0.023
O	8.255	8.148	20.13	-0.002	-0.016	0.002
O	2.351	-3.011	19.989	-0.006	0.012	0.004
O	3.562	1.721	14.401	-0.001	-0.004	0.002
O	7.673	3.201	13.499	0.002	0.006	-0.009
O	3.337	10.16	21.048	-0.004	0	0.013
O	7.097	-4.835	23.858	0.001	0	-0.01
O	3.633	8.103	17.938	0	0	0.007
O	-4.449	-1.149	23.761	-0.003	-0.082	-0.029
O	-5.374	1.713	21.458	-0.009	-0.014	-0.001
O	0.039	2.212	18.115	0.002	-0.007	-0.005
O	2.901	-1.866	17.565	0.004	0.003	0
O	-1.661	-1.805	12.369	-0.012	0.011	0.018
O	3.29	10.24	23.952	-0.005	0.007	-0.015
O	-1.976	9.625	9.363	-0.013	0	0.02
O	6.218	1.602	19.246	-0.002	0	0.013
O	-2.759	8.629	18.998	-0.008	-0.019	-0.006
O	-2.103	6.833	17.168	-0.001	-0.008	0.005
O	-6.296	10.114	21.696	-0.01	-0.008	0.018
O	-4.474	6.737	18.391	0.005	0.004	0.005
O	4.395	2.612	16.712	-0.001	0.001	0.002
O	2.545	7.535	21.261	-0.012	0.018	0.01
O	7.168	0.54	13.371	0.001	-0.005	-0.007
O	-4.315	6.895	14.539	-0.006	-0.001	-0.003
O	-0.705	6.461	23.779	-0.002	-0.009	-0.022
O	1.848	5.773	12.391	0.003	-0.005	-0.002
O	7.282	8.417	22.622	0.009	-0.006	-0.037
O	8.809	9.626	12.394	-0.014	0.002	0.019
O	-2.648	4.228	17.381	-0.001	0.004	0.003
O	2.668	5.362	22.96	-0.012	0.021	-0.027
O	2.924	2.801	23.639	0.006	0.017	-0.012
O	6.693	-0.673	20.697	-0.002	0.005	0
O	8.45	6.204	18.238	0.015	-0.006	0.004
O	3.92	9.17	14.096	0.006	-0.001	-0.007
O	0.93	4.238	19.52	0.001	0.003	0.011
O	-2.88	-1.518	14.663	-0.006	-0.007	0.003
O	4.566	3.768	19.002	-0.003	0.005	0.001
O	1.614	6.567	18.58	-0.001	-0.001	0.01
O	6.915	5.235	14.955	-0.009	0.003	0.005
O	-1.878	-0.239	18.838	0.003	-0.004	0.012
O	-4.011	0.091	17.198	-0.002	0.004	-0.004
O	0.158	-1.942	10.545	0.001	0.004	-0.009
O	-0.081	2.228	15.417	0.004	0	-0.002
O	4.952	6.912	14.663	0.003	-0.006	-0.003
O	1.577	1.717	20.202	-0.009	0.011	0.009
O	6.211	7.638	18.491	-0.008	0.005	0.006
O	6.728	8.896	13.983	-0.006	0	-0.005
O	-5.526	5.351	16.254	0.003	0.002	0.003
O	1.166	8.521	16.889	-0.002	0.003	0.002
O	5.97	3.565	21.147	-0.003	-0.014	0.012
O	-2.866	-3.822	16.009	0.005	0	0.006
O	6.909	5.514	12.26	0.018	-0.009	0.014
O	-0.453	-4.799	16.784	-0.004	0.002	0.004
O	8.099	-2.736	16.675	0.004	-0.001	-0.007
O	3.398	-3.957	13.293	-0.003	-0.015	-0.008
O	1.424	-5.659	12.888	0.007	0	-0.011
O	3.464	-1.88	14.849	0.003	0.003	0.013
O	-2.059	-3.336	10.225	-0.006	0.009	0.019

Results
free energy: -274087.156 eV
free energy less fixed offsets of O -568.88, Si -635.61 eV per atom: -10.676 eV

The program warned: the cutoff lies below the one the program advises for these potential files; the exchange-correlation potential is rough where the density is thin.
